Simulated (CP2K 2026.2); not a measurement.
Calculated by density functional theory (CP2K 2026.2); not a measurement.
Periodic cell of 654 atoms, Si398O256, from a study of silicon, its oxide and their interface. The atomic structure is a simulated model.
Doubt: the forces sum to 1.90 eV/angstrom along one axis rather than to zero, so they err by at least 0.0029 eV/angstrom per atom on average; the grid cutoff is modest.

Settings
functional: PBE
method: Gaussian and plane waves
basis set: DZVP-MOLOPT-SR-GTH
pseudopotentials: GTH-PBE
grid cutoff: 350 Ry, relative cutoff 50 Ry
k points: Gamma only
occupations: fixed
spin: none
net charge: 0

Cell vectors (angstrom)
a	16.4025	0	0
b	0	16.4025	0
c	0	0	42.09

Atoms: element, x, y, z (angstrom)
Si	16.025	0.215	41.978
Si	2.095	3.512	41.529
Si	16.226	5.597	0.178
Si	2.358	8.356	42.022
Si	16.146	11.675	41.966
Si	3.129	13.609	41.974
Si	5.72	15.948	41.844
Si	7.987	3.178	41.581
Si	5.806	5.464	41.797
Si	8.611	8.321	0.139
Si	4.846	10.96	41.722
Si	8.029	13.734	0.216
Si	11.472	15.779	0.306
Si	13.848	2.464	0.012
Si	10.889	5.962	0.089
Si	14.053	7.859	0.034
Si	10.415	11.686	0.018
Si	13.772	13.745	0.373
Si	1.363	1.533	0.909
Si	3.95	4.306	0.867
Si	1.289	6.89	1.419
Si	3.781	9.719	1.328
Si	1.378	12.596	1.27
Si	4.248	15.048	1.36
Si	6.886	1.374	0.875
Si	9.669	4.147	1.023
Si	6.823	7.096	1.148
Si	9.676	9.878	1.465
Si	6.661	12.153	1.249
Si	9.578	14.972	1.51
Si	12.372	1.275	1.412
Si	14.95	4.091	1.385
Si	12.479	6.911	1.511
Si	15.116	9.755	1.13
Si	12.236	12.398	1.463
Si	15.092	15.216	1.551
Si	0.064	2.751	2.589
Si	2.769	0.161	2.446
Si	16.389	8.375	2.669
Si	2.788	5.541	2.567
Si	0.111	13.857	2.762
Si	2.61	11.129	2.721
Si	5.408	2.79	2.245
Si	8.2	0.14	2.551
Si	5.365	8.36	2.552
Si	8.239	5.566	2.425
Si	5.49	13.625	2.716
Si	8.117	11.019	2.742
Si	10.938	2.766	2.542
Si	13.709	0.091	2.882
Si	11.065	8.382	2.713
Si	13.683	5.447	2.815
Si	10.926	13.685	2.892
Si	13.675	10.949	2.663
Si	1.431	4.153	3.946
Si	4.143	1.477	3.846
Si	1.348	9.68	4.089
Si	4.13	6.908	3.947
Si	1.501	15.231	4.023
Si	4.073	12.364	4.106
Si	6.806	4.148	3.787
Si	9.563	1.464	3.956
Si	6.771	9.596	4.026
Si	9.598	6.919	3.944
Si	6.876	15.109	3.962
Si	9.502	12.33	4.15
Si	12.254	4.083	4.047
Si	15.139	1.47	4.108
Si	12.391	9.645	4.153
Si	15.078	6.908	4.045
Si	12.32	15.094	4.165
Si	15.077	12.384	4.012
Si	0.037	0.053	10.856
Si	2.777	2.764	10.842
Si	0.047	5.473	10.831
Si	2.789	8.202	10.842
Si	0.041	10.96	10.853
Si	2.788	13.718	10.858
Si	5.521	0.054	10.848
Si	8.243	2.764	10.862
Si	5.512	5.481	10.855
Si	8.258	8.222	10.864
Si	5.532	10.962	10.841
Si	8.258	13.711	10.826
Si	10.977	0.047	10.848
Si	13.713	2.774	10.859
Si	10.98	5.486	10.881
Si	13.71	8.221	10.843
Si	10.981	10.975	10.839
Si	13.71	13.721	10.855
Si	1.41	1.407	12.222
Si	4.147	4.103	12.215
Si	1.427	6.807	12.196
Si	4.176	9.565	12.189
Si	1.413	12.334	12.201
Si	4.164	15.086	12.214
Si	6.895	1.383	12.232
Si	9.625	4.094	12.248
Si	6.899	6.831	12.221
Si	9.651	9.59	12.217
Si	6.922	12.33	12.199
Si	9.627	15.056	12.209
Si	12.354	1.397	12.228
Si	15.1	4.122	12.235
Si	12.377	6.85	12.234
Si	15.074	9.582	12.208
Si	12.35	12.34	12.209
Si	15.074	15.083	12.226
Si	0.057	2.753	13.624
Si	2.768	0.027	13.579
Si	0.035	8.16	13.524
Si	2.766	5.428	13.593
Si	0.04	13.697	13.572
Si	2.8	10.942	13.514
Si	5.509	2.739	13.583
Si	8.266	16.401	13.589
Si	5.529	8.194	13.576
Si	8.254	5.457	13.602
Si	5.569	13.722	13.548
Si	8.305	10.971	13.578
Si	10.987	2.719	13.631
Si	13.716	0.044	13.613
Si	11.036	8.241	13.597
Si	13.747	5.488	13.618
Si	11.003	13.707	13.589
Si	13.72	10.972	13.571
Si	1.433	4.076	15.035
Si	4.135	1.38	14.944
Si	1.443	9.506	14.809
Si	4.167	6.775	14.921
Si	1.408	15.054	14.945
Si	4.173	12.34	14.833
Si	6.879	4.07	14.968
Si	9.639	1.298	14.997
Si	6.924	9.584	14.903
Si	9.666	6.839	14.911
Si	6.933	15.037	14.98
Si	9.698	12.311	14.979
Si	12.383	4.097	14.966
Si	15.101	1.383	14.998
Si	12.412	9.606	14.991
Si	15.129	6.849	14.999
Si	12.33	15.093	14.981
Si	15.081	12.33	14.941
Si	0.079	0.015	16.37
Si	2.814	2.684	16.421
Si	0.052	5.446	16.414
Si	2.757	8.138	16.201
Si	0.079	10.835	16.138
Si	2.804	13.643	16.231
Si	5.477	16.387	16.284
Si	8.214	2.631	16.302
Si	5.492	5.41	16.345
Si	8.301	8.201	16.248
Si	5.562	11.027	16.178
Si	8.366	13.693	16.357
Si	10.97	16.371	16.477
Si	13.719	2.732	16.378
Si	11.038	5.503	16.287
Si	13.841	8.301	16.377
Si	11.093	10.979	16.403
Si	13.733	13.752	16.316
Si	1.481	1.269	17.801
Si	4.196	4.013	17.814
Si	1.509	6.799	17.752
Si	4.121	9.632	17.367
Si	1.409	12.203	17.458
Si	4.123	14.997	17.642
Si	6.821	1.274	17.724
Si	9.635	4.045	17.527
Si	6.903	6.837	17.585
Si	9.634	9.566	17.661
Si	6.912	12.352	17.625
Si	9.723	14.892	17.925
Si	12.346	1.407	17.79
Si	15.07	4.056	17.81
Si	12.459	6.874	17.637
Si	15.296	9.649	17.779
Si	12.557	12.359	17.807
Si	15.112	15.064	17.737
Si	0.154	2.689	19.128
Si	2.691	16.102	19.17
Si	0.199	8.205	19.203
Si	2.924	5.427	19.202
Si	16.324	13.333	18.847
Si	2.753	10.825	18.807
Si	5.504	2.592	19.246
Si	8.091	16.178	19.096
Si	5.523	8.401	18.68
Si	8.185	5.288	18.84
Si	5.509	13.668	18.986
Si	8.165	10.919	18.984
Si	10.932	2.837	19.069
Si	13.733	0.067	19.184
Si	11.073	8.198	18.95
Si	13.679	5.541	19.135
Si	11.246	13.491	19.444
Si	14.58	11.623	18.951
Si	1.157	4.343	20.496
Si	4.334	0.836	20.456
Si	2.008	9.233	20.436
Si	4.322	7.131	20.148
Si	1.6	14.186	20.417
Si	4.052	12.233	20.065
Si	7.215	3.79	20.498
Si	9.253	1.527	20.09
Si	6.288	10.043	20.284
Si	9.632	6.677	19.978
Si	6.539	14.971	20.728
Si	9.842	11.696	20.405
Si	11.876	4.648	20.452
Si	15.194	1.395	20.559
Si	12.047	9.467	20.737
Si	15.33	6.647	20.5
Si	12.902	14.935	20.837
Si	13.887	10.903	21.026
Si	1.142	2.909	26.157
Si	1.889	3.938	23.479
Si	2.861	6.724	24.422
Si	3.796	1.683	23.369
Si	7.573	5.342	23.242
Si	7.035	7.653	21.642
Si	8.839	13.332	25.245
Si	11.106	0.481	22.258
Si	15.727	15.243	22.236
Si	12.719	3.06	25.273
Si	14.166	8.541	22.54
Si	12.682	12.091	23.622
Si	16.382	14.43	25.115
Si	5.558	6.076	25.274
Si	3.256	5.209	26.885
Si	2.363	9.76	23.444
Si	11.322	0.454	26.603
Si	13.189	2.836	22.349
Si	10.311	11.112	34.953
Si	6.458	9.049	26.22
Si	4.699	11.299	24.766
Si	10.504	11.86	26.934
Si	9.223	1.135	24.728
Si	0.04	5.203	34.253
Si	9.841	4.181	24.733
Si	14.272	9.987	25.259
Si	12.336	12.687	29.1
Si	15.554	12.385	32.923
Si	2.401	0.076	25.699
Si	14.299	6.142	29.203
Si	7.91	2.236	33.873
Si	16.095	15.257	32.775
Si	14.953	11.588	29.918
Si	6.164	0.458	24.561
Si	6.751	3.93	29.748
Si	15.014	8.99	28.086
Si	5.562	8.943	29.227
Si	13.366	14.376	33.476
Si	9.954	6.707	26.49
Si	2.373	3.848	33.365
Si	6.279	13.996	23.789
Si	7.797	9.725	31.33
Si	10.048	0.25	29.338
Si	4.343	0.407	32.204
Si	8.417	8.993	34.28
Si	14.199	2.409	30.215
Si	0.581	11.594	25.293
Si	5.074	16.217	27.25
Si	11.952	14.979	30.954
Si	2.768	11.33	27.232
Si	14.76	3.743	27.511
Si	9.616	11.317	23.192
Si	9.108	2.608	31.114
Si	14.909	13.866	27.947
Si	11.652	14.115	25.26
Si	12.077	7.396	39.933
Si	10.989	4.46	37.379
Si	1.633	8.938	28.37
Si	2.999	10.741	29.979
Si	14.621	1.2	37.632
Si	7.367	15.2	28.956
Si	5.684	1.147	29.727
Si	3.559	6.71	29.39
Si	8.592	5.918	28.815
Si	3.329	11.753	32.965
Si	5.875	12.457	34.284
Si	5.716	0.608	35.102
Si	9.73	7.607	30.822
Si	11.352	6.21	28.829
Si	7.413	12.899	30.983
Si	9.489	9.363	25.275
Si	15.981	3.874	36.924
Si	4.838	13.947	32.23
Si	11.449	14.355	37.997
Si	1.736	1.07	33.647
Si	10.625	3.605	34.58
Si	14.498	4.839	31.781
Si	6.609	4.978	33.771
Si	8.199	10.261	36.944
Si	2.247	3.812	38.439
Si	11.979	3.282	32.01
Si	0.965	11.318	35.095
Si	14.97	15.872	30.113
Si	15.324	6.745	36.438
Si	3.274	6.682	37.651
Si	16.304	13.335	37.213
Si	1.094	8.766	37.048
Si	13.832	14.917	36.334
Si	8.03	3.556	38.28
Si	4.5	8.523	39.969
Si	6.62	12.709	37.111
Si	11.75	11.68	39.367
Si	12.227	10.153	36.842
Si	3.376	2.385	35.8
Si	4.453	5.099	31.641
Si	6.05	5.604	36.841
Si	8.722	13.22	33.636
Si	0.477	15.855	39.109
Si	3.36	15.721	39.72
Si	9.151	8.438	39.433
Si	9.338	6.252	33.517
Si	7.997	0.529	37.986
Si	12.432	7.162	37.053
Si	10.446	0.407	39.636
Si	5.486	15.308	37.648
Si	12.442	2.676	39.366
Si	6.767	6.908	39.308
Si	14.531	10.993	38.538
Si	9.013	14.626	36.171
Si	0.54	9.885	39.824
O	16.274	15.662	40.623
O	14.941	1.384	41.463
O	2.585	3.253	39.944
O	6.548	5.522	35.308
O	0.829	4.631	41.315
O	15.144	6.675	41.519
O	3.66	7.739	41.153
O	5.583	13.971	33.699
O	0.624	11.353	40.567
O	1.149	8.862	40.967
O	2.8	14.415	40.556
O	3.069	2.964	37.295
O	7.952	2.093	37.567
O	4.576	16.368	40.648
O	8.005	3.364	39.915
O	6.857	4.242	0.028
O	6.001	5.705	40.134
O	6.106	8.263	39.941
O	11.09	11.09	40.723
O	9.707	7.102	41.994
O	7.953	13.547	36.735
O	4.13	12.415	41.448
O	9.229	12.759	41.554
O	6.938	14.79	41.454
O	11.263	3.53	36.071
O	10.587	16.33	41.151
O	13.035	3.139	40.814
O	11.789	8.597	36.618
O	11.64	5.99	40.669
O	13.377	11.643	39.487
O	15.356	9.839	39.368
O	13.012	8.318	40.905
O	10.497	14.178	36.68
O	14.919	12.789	41.621
O	12.672	14.795	41.665
O	1.464	3.619	21.949
O	0.847	3.295	24.578
O	3.543	1.422	21.789
O	3.326	3.199	23.748
O	3.217	8.151	20.871
O	14.91	9.749	21.688
O	5.655	6.869	21.147
O	4.46	6.509	24.128
O	0.74	14.536	21.788
O	2.872	13.168	20.91
O	5.155	11.17	20.822
O	1.767	9.923	21.932
O	6.941	4.545	21.96
O	7.463	6.966	23.051
O	9.899	0.478	21.192
O	8.307	2.612	20.941
O	6.723	9.261	21.69
O	10.678	5.738	20.902
O	8.404	7.511	20.741
O	6.745	14.119	22.199
O	5.451	16.167	21.079
O	8.704	12.002	24.343
O	8.967	11.911	21.816
O	12.511	4.258	21.934
O	14.499	2.638	21.411
O	15.825	0.401	21.733
O	13.591	11.962	22.276
O	12.547	8.594	22.114
O	10.63	10.304	20.952
O	0.061	5.508	20.88
O	14.813	7.134	22.017
O	11.953	15.501	22.089
O	14.421	14.578	21.467
O	4.799	5.084	26.337
O	1.703	1.39	26.389
O	2.332	3.9	26.663
O	3.373	5.363	28.492
O	6.086	7.477	25.94
O	2.021	5.56	23.639
O	5.395	1.606	23.701
O	2.967	0.566	24.241
O	6.725	5.127	24.628
O	9.135	4.861	23.422
O	6.15	9.425	27.781
O	2.432	8.191	23.901
O	10.089	14.284	24.742
O	7.453	14.1	24.949
O	10.415	0.714	23.706
O	12.121	1.69	21.934
O	11.5	13.704	30.048
O	15.422	14.035	26.395
O	11.453	3.941	24.718
O	13.577	2.709	23.929
O	14.446	8.778	24.149
O	13.69	3.897	26.277
O	11.137	11.859	23.225
O	9.569	9.749	23.677
O	1.241	15.35	25.574
O	15.601	15.164	23.875
O	4.632	0.655	28.576
O	5.515	15.414	24.116
O	2.613	6.497	26.048
O	16.154	3.07	26.988
O	1.323	10.451	24.455
O	3.756	10.595	23.628
O	0.177	8.691	27.68
O	9.747	0.53	26.147
O	12.053	15.501	26.019
O	12.177	1.732	26.06
O	9.354	1.641	29.826
O	9.091	2.749	24.926
O	6.68	9.005	30.396
O	3.09	11.887	28.758
O	10.104	12.392	33.957
O	1.302	11.866	26.737
O	3.863	11.78	26.104
O	9.108	12.766	26.784
O	10.787	16.078	30.681
O	8.507	1.777	32.409
O	16.124	15.36	31.145
O	13.458	15.411	30.5
O	7.314	4.944	28.587
O	9.588	5.223	25.942
O	13.054	10.923	24.712
O	14.326	7.671	28.712
O	8.011	9.327	25.909
O	11.608	12.762	26.158
O	3.361	3.97	32.084
O	15.275	15.309	28.619
O	4.896	1.785	35.899
O	5.864	0.733	26.145
O	14.105	9.354	26.761
O	15.142	5.203	28.156
O	1.326	2.592	33.196
O	3.615	6.34	30.979
O	15.61	12.683	28.864
O	0.13	13.707	33.093
O	2.377	1.198	35.181
O	15.616	11.715	31.418
O	15.08	10.116	29.251
O	16.06	11.348	34.092
O	6.227	15.107	27.735
O	5.614	15.653	36.037
O	7.769	0.565	24.28
O	11.25	0.458	28.23
O	15.484	11.044	25.466
O	0.557	13.02	24.511
O	5.409	12.634	24.109
O	9.844	9.787	34.136
O	13.34	11.838	30.057
O	12.05	14.631	32.548
O	11.395	6.717	27.27
O	8.452	6.781	30.187
O	7.993	3.731	30.769
O	10.471	3.451	31.422
O	12.776	13.653	24.152
O	10.347	10.395	26.235
O	5.693	10.108	25.248
O	11.176	11.737	28.414
O	1.482	5.216	33.495
O	4.334	9.856	29.743
O	3.629	15.796	26.573
O	2.77	0.598	32.48
O	2.29	11.45	34.161
O	2.245	7.571	28.972
O	15.082	3.508	31.029
O	12.789	2.207	31.055
O	7.543	9.3	32.914
O	0.546	16.37	33.606
O	6.352	2.496	29.109
O	8.835	7.434	34.527
O	6.699	3.344	33.735
O	8.904	15.701	28.633
O	7.574	13.704	29.579
O	9.291	9.168	30.946
O	4.967	7.441	29
O	12.769	5.541	29.185
O	8.735	6.989	27.563
O	7.786	11.319	30.982
O	9.184	2.851	34.68
O	13.999	2.855	28.652
O	11.03	7.463	29.839
O	11.706	2.872	33.583
O	13.298	13.516	28.027
O	11.861	10.978	35.47
O	12.927	14.601	35.024
O	6.563	6.897	37.687
O	15.342	5.339	37.295
O	14.02	0.125	36.552
O	0.133	4.014	35.389
O	13.747	6.994	36.102
O	2.223	7.59	36.76
O	2.942	11.018	31.571
O	15.274	14.164	36.245
O	11.005	1.92	39.499
O	5.046	0.413	33.651
O	5.807	13.014	31.304
O	4.951	1.49	31.147
O	5.472	4.546	30.511
O	7.968	5.507	33.059
O	10.364	5.178	34.189
O	9.388	11.194	36.311
O	2.649	9.671	27.282
O	3.355	13.327	32.509
O	4.847	11.405	33.544
O	7.264	1.025	34.764
O	8.422	13.619	32.082
O	15.073	1.069	30.153
O	12.11	3.999	38.475
O	12.881	4.652	32.02
O	10.075	5.155	28.906
O	15.227	5.005	33.208
O	14.799	6.086	30.762
O	10.073	7.84	25.341
O	14.009	12.888	33.2
O	2.507	5.446	38.416
O	16.051	7.99	37.205
O	5.607	12.39	35.876
O	4.625	15.367	31.515
O	13.022	14.253	37.583
O	3.294	3.608	34.709
O	5.304	5.533	32.97
O	6.785	16.357	29.967
O	8.387	6.97	39.488
O	7.593	9.45	35.639
O	4.433	10.143	40.277
O	7.107	11.255	37.682
O	8.735	9.245	38.085
O	0.681	3.551	38.069
O	14.968	2.606	36.884
O	10.752	8.218	39.47
O	13.817	10.32	37.209
O	0.94	12.544	36.209
O	1.389	9.587	38.449
O	11.223	15.831	38.609
O	1.972	0.113	39.332
O	10.096	6.947	32.26
O	14.54	15.495	33.232
O	15.948	0.532	38.306
O	1.041	9.862	35.841
O	15.54	12.176	38.063
O	0.557	14.434	38.256
O	4.42	5.856	36.799
O	3.909	7.845	38.608
O	13.486	1.598	38.726
O	11.182	13.19	39.102
O	9.431	4.315	37.868
O	1.586	9.961	29.655
O	6.708	4.338	37.674
O	8.595	9.178	40.782
O	5.801	13.74	38.068
O	6.533	16.335	38.364
O	11.278	6.014	36.938
O	12.968	7.139	38.594
O	8.859	0.384	39.346
O	7.481	12.2	34.057
O	11.371	10.735	38.101
O	8.849	14.587	34.543
O	3.991	15.524	38.223
O	16.146	6.6	35.032
O	8.696	16.102	36.766
Si	0.088	0.081	5.43
Si	2.805	2.794	5.313
Si	0.066	5.516	5.352
Si	2.76	8.249	5.365
Si	16.402	11.034	5.446
Si	2.766	13.797	5.422
Si	5.479	0.09	5.286
Si	8.169	2.832	5.276
Si	5.509	5.509	5.273
Si	8.203	8.234	5.349
Si	5.454	10.973	5.423
Si	8.182	13.77	5.43
Si	10.91	0.103	5.402
Si	13.693	2.798	5.412
Si	10.922	5.524	5.359
Si	13.728	8.233	5.461
Si	10.952	10.987	5.451
Si	13.724	13.715	5.443
Si	1.459	1.453	6.75
Si	4.163	4.155	6.685
Si	1.421	6.872	6.74
Si	4.113	9.591	6.774
Si	1.405	12.393	6.778
Si	4.166	15.139	6.748
Si	6.849	1.44	6.679
Si	9.55	4.151	6.707
Si	6.861	6.843	6.708
Si	9.578	9.579	6.755
Si	6.839	12.354	6.766
Si	9.58	15.117	6.773
Si	12.322	1.428	6.765
Si	15.083	4.17	6.741
Si	12.315	6.855	6.758
Si	15.079	9.62	6.806
Si	12.337	12.351	6.796
Si	15.105	15.1	6.777
Si	0.05	2.791	8.099
Si	2.795	0.074	8.126
Si	0.058	8.23	8.127
Si	2.796	5.495	8.086
Si	0.047	13.735	8.158
Si	2.765	10.985	8.13
Si	5.508	2.791	8.082
Si	8.206	0.088	8.1
Si	5.512	8.213	8.103
Si	8.222	5.503	8.112
Si	5.496	13.737	8.125
Si	8.226	10.97	8.109
Si	10.94	2.801	8.102
Si	13.706	0.058	8.119
Si	10.955	8.221	8.125
Si	13.701	5.505	8.119
Si	10.963	13.737	8.123
Si	13.7	10.978	8.154
Si	1.427	4.133	9.463
Si	4.165	1.427	9.479
Si	1.418	9.595	9.496
Si	4.156	6.844	9.473
Si	1.428	15.103	9.499
Si	4.149	12.346	9.491
Si	6.875	4.125	9.481
Si	9.599	1.417	9.479
Si	6.886	9.581	9.478
Si	9.607	6.844	9.497
Si	6.879	15.094	9.479
Si	9.61	12.337	9.466
Si	12.335	4.135	9.486
Si	15.084	1.423	9.476
Si	12.332	9.588	9.486
Si	15.083	6.859	9.481
Si	12.345	15.088	9.485
Si	15.079	12.347	9.504

Results
total energy: -154800.354 eV
total energy less fixed offsets of O -438.35, Si -107.03 eV per atom: 15.186 eV

Forces (eV/angstrom) on atoms 224 to 509 of the 654, counted in the order above; the others are left out for length: element, x, y, z
Si	-0.323	-0.042	0.289
Si	0.034	0.115	0.074
Si	-0.284	0.067	0.337
Si	-0.124	-0.045	0.214
Si	0.045	-0.186	0.346
Si	0.378	-0.095	0.105
Si	0.021	0.002	-0.03
Si	0.049	-0.046	-0.289
Si	0.158	-0.006	0.138
Si	-0.18	0.044	-0.155
Si	0.199	0.177	0.219
Si	0.121	0.028	0.127
Si	-0.108	-0.131	-0.16
Si	0.02	-0.072	0.132
Si	-0.207	0.003	-0.048
Si	-0.4	0.188	0.24
Si	0.04	0.113	0.189
Si	-0.035	-0.047	0.09
Si	0.185	0.117	0.009
Si	0.001	-0.015	-0.242
Si	-0.096	-0.028	0.095
Si	0.043	0.092	0.092
Si	-0.02	-0.025	-0.224
Si	0.07	0.075	0.091
Si	-0.062	0.032	0.042
Si	-0.007	0.077	-0.133
Si	0.059	0.054	0.149
Si	0.052	0.017	-0.244
Si	0.104	0.117	-0.304
Si	0.008	0.036	-0.37
Si	-0.02	0.005	0.231
Si	-0.014	0.04	-0.283
Si	-0.04	0.121	0.09
Si	-0.058	0.095	0.294
Si	0.021	-0.027	0.115
Si	0.009	-0.039	-0.321
Si	0.128	0.07	0.101
Si	0.005	0.082	0.147
Si	-0.098	0.065	-0.226
Si	0.08	0.06	-0.094
Si	-0.093	0.012	-0.337
Si	0.099	-0.055	-0.089
Si	0.046	0.096	-0.278
Si	0.07	-0.021	-0.238
Si	-0.213	-0.086	0.159
Si	0.017	-0.173	-0.047
Si	0.043	-0.072	-0.181
Si	-0.245	0.101	0.123
Si	0.021	-0.202	0.015
Si	0.071	0.085	-0.03
Si	-0.046	0.071	-0.27
Si	0.004	0.188	-0.236
Si	-0.013	-0.063	-0.101
Si	-0.178	0.077	-0.298
Si	-0.122	-0.047	-0.225
Si	-0.012	-0.015	-0.243
Si	0.082	0.084	-0.323
Si	-0.032	-0.023	0.127
Si	0.054	0.021	0.22
Si	-0.057	-0.005	0.119
Si	0.012	-0.102	-0.203
Si	-0.071	-0.06	-0.249
Si	0.049	0.133	0.011
Si	-0.046	0	0.003
Si	-0.142	0.11	0.007
Si	0.147	0.133	0.081
Si	0.076	-0.17	-0.058
Si	0.056	-0.005	0.279
Si	0.055	-0.036	0.179
Si	0.105	0.069	0.039
Si	-0.011	-0.04	0.181
Si	-0.019	0.078	-0.033
Si	-0.145	0.184	-0.313
Si	0.067	-0.111	0.07
Si	-0.129	0.001	0.237
Si	-0.091	-0.076	-0.147
Si	-0.157	0.066	0.09
Si	-0.04	-0.048	-0.211
Si	-0.108	0.048	-0.026
Si	-0.056	-0.24	-0.123
Si	0.016	0.07	0.219
Si	0.131	0.037	-0.155
Si	-0.127	0.025	-0.159
Si	0.212	-0.003	0.098
Si	-0.064	0.014	-0.182
Si	0.178	-0.109	-0.089
Si	-0.07	-0.081	-0.028
Si	0.097	0.006	0.042
Si	-0.098	0.053	0.014
Si	0.038	0.063	0.167
Si	-0.127	-0.001	-0.216
Si	0.059	-0.283	0.109
Si	-0.032	-0.035	-0.234
Si	-0.023	0.045	0.131
Si	0.084	-0.144	-0.231
Si	-0.009	-0.037	-0.15
Si	0.26	-0.185	-0.203
Si	0.113	-0.075	-0.099
Si	0.179	-0.002	-0.229
Si	0.15	-0.015	-0.134
Si	-0.142	0.064	-0.333
Si	0.079	0.005	0.128
Si	0.186	-0.023	-0.199
O	-0.04	-0.103	0.316
O	0.216	-0.144	0.487
O	-0.139	-0.21	0.326
O	0.213	0.12	-0.039
O	0.572	-0.45	-0.018
O	-0.158	0.181	0.396
O	0.003	-0.047	-0.121
O	-0.169	0.063	-0.159
O	-0.249	0.171	0.295
O	-0.017	0.016	-0.058
O	0.046	0.092	-0.06
O	0.184	0.137	-0.042
O	-0.067	-0.068	-0.212
O	0.384	0.174	0.087
O	0.24	-0.315	0.41
O	-0.25	0.05	-0.291
O	-0.349	0.131	0.339
O	0.043	0.125	0.078
O	0.135	0.121	-0.179
O	-0.004	-0.173	0.291
O	-0.106	0.019	0.097
O	-0.067	-0.279	0.126
O	-0.05	-0.338	0.38
O	-0.082	-0.114	0.549
O	0.167	-0.265	-0.208
O	-0.179	0.055	-0.512
O	0.156	0.175	0.192
O	-0.122	0.142	0.14
O	-0.338	-0.211	0.322
O	0.183	-0.097	0.013
O	0.227	-0.411	0.219
O	0.112	0.015	0.013
O	0.132	0.002	-0.36
O	-0.015	-0.009	0.474
O	-0.347	-0.057	0.388
O	-0.172	-0.302	-0.365
O	-0.079	0.085	-0.242
O	-0.077	0.136	-0.378
O	0.16	0.014	0.156
O	-0.041	-0.202	-0.265
O	0.047	0.123	-0.232
O	-0.284	-0.309	-0.145
O	-0.178	-0.19	-0.288
O	0.091	-0.039	0.095
O	0.135	0.021	-0.499
O	-0.133	0.12	-0.327
O	0.072	-0.125	-0.387
O	-0.318	-0.241	-0.37
O	-0.199	0.334	-0.018
O	0.3	-0.001	0.231
O	-0.108	0.033	-0.286
O	0.157	-0.184	0.034
O	0.162	-0.288	-0.67
O	0.064	0.146	0.098
O	0.174	-0.059	-0.753
O	0.017	0.119	-0.293
O	-0.005	-0.222	0.064
O	0.08	-0.004	-0.117
O	-0.078	0.01	-0.029
O	0.198	0.144	-0.227
O	-0.106	0.207	0.087
O	-0.129	0.128	-0.31
O	0.194	0.096	-0.183
O	-0.058	0.452	-0.147
O	0.037	-0.044	-0.236
O	-0.216	0.092	-0.184
O	0.153	-0.195	0.17
O	-0.17	-0.156	0.258
O	-0.093	-0.026	-0.077
O	0.015	-0.16	0.203
O	-0.082	0.11	0.021
O	0.004	0.158	0.315
O	-0.149	0.027	0.226
O	0.011	-0.041	-0.019
O	-0.132	0.219	-0.38
O	0.064	0.036	-0.251
O	0.315	-0.083	0.037
O	0.058	0.255	-0.382
O	0.004	-0.142	0.413
O	-0.096	-0.001	0.036
O	-0.012	-0.169	-0.279
O	-0.087	0.015	0.117
O	0.469	-0.283	-0.388
O	0.095	0.107	-0.36
O	-0.073	-0.029	0.171
O	-0.175	-0.222	0.048
O	0.055	-0.206	-0.014
O	0.231	0.141	-0.223
O	-0.122	-0.033	-0.296
O	-0.067	0.183	0.093
O	-0.041	0.328	0.038
O	0.008	-0.184	-0.132
O	-0.029	-0.008	0.129
O	-0.1	0.139	-0.401
O	-0.151	0.257	0.309
O	-0.04	-0.117	-0.087
O	0.057	-0.021	0.039
O	-0.198	0.017	0.412
O	-0.125	-0.216	0.098
O	0.093	0.021	-0.353
O	0.04	0.142	0.226
O	-0.096	-0.325	-0.134
O	0.06	-0.101	0.145
O	0.195	-0.107	-0.165
O	-0.088	-0.007	-0.014
O	-0.113	-0.126	-0.151
O	-0.05	-0.212	0.219
O	-0.253	-0.252	0.209
O	-0.159	-0.067	-0.296
O	-0.3	0.176	0.277
O	-0.201	0.202	0.32
O	0.105	-0.044	-0.049
O	-0.185	-0.193	0.351
O	0.085	-0.024	-0.043
O	0.313	0.148	-0.176
O	-0.004	-0.097	0.153
O	0.099	0.091	0.084
O	-0.345	-0.115	0.266
O	0.082	0.178	0.095
O	0.005	-0.019	0.02
O	0.165	-0.087	-0.012
O	0.296	-0.078	-0.213
O	-0.14	-0.161	-0.018
O	0.172	0.003	-0.035
O	-0.087	0.13	-0.107
O	0.144	0.126	0.012
O	-0.158	-0.057	-0.027
O	-0.152	0.203	0.013
O	-0.049	0.014	0.001
O	-0.2	-0.099	-0.011
O	0.205	-0.075	-0.012
O	0.144	0.046	-0.145
O	0.134	-0.087	-0.31
O	0.309	-0.157	-0.147
O	0.03	-0.031	0.248
O	-0.098	0.154	0.116
O	0.249	0.106	-0.072
O	0.231	-0.189	0
O	0.13	0.085	-0.036
O	0.213	-0.192	0.292
O	-0.193	-0.074	-0.022
O	-0.06	0.034	-0.105
O	-0.184	0.188	-0.152
O	-0.147	-0.055	-0.273
O	-0.122	0.047	0.326
O	-0.125	-0.222	-0.188
O	-0.008	0.186	0.178
O	-0.035	-0.115	0.034
O	0.101	0.231	0.274
O	-0.048	0.102	-0.165
O	0.141	0.06	-0.169
O	0.006	0.115	-0.089
O	0.153	-0.129	-0.055
O	0.217	-0.154	0.149
O	-0.093	-0.118	-0.036
O	0.156	-0.149	0.002
O	0.027	-0.022	0.049
O	-0.078	-0.06	-0.271
O	0.303	0.015	0.004
O	-0.117	-0.014	0.025
O	0.147	-0.047	0.201
O	0.145	0.112	-0.129
O	-0.273	0.111	-0.214
O	-0.115	0.023	-0.074
O	-0.154	-0.152	0.068
O	-0.125	-0.067	0.202
O	-0.206	-0.158	0.096
O	-0.07	0.105	0.07
O	0.177	-0.18	-0.096
O	0.209	-0.097	0.076
O	-0.067	-0.217	0.315
O	0.028	0.035	0.313
O	-0.247	0.087	0.041
O	-0.027	-0.023	-0.226
O	-0.097	-0.089	0.039
O	-0.064	-0.228	0.289
O	-0.093	-0.006	-0.019
O	0.014	0.145	-0.078
O	0.06	-0.077	0.233
O	-0.068	0.098	-0.065
O	-0.273	-0.005	-0.243
O	0.221	0.328	0.353
O	0.142	-0.047	-0.04
